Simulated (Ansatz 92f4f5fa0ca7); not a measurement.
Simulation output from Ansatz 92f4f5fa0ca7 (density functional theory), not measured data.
Periodic cell of 273 atoms, Si157O104B12, from a study of silicon, its oxide and their interface. The atomic structure is a simulated model.

Settings: functional PBE; potential files Ansatz PAW; basis plane waves; wave-function cutoff 700 eV; density cutoff ratio 5; exchange-correlation grid ratio 1; k mesh 2 x 2 x 1, shifted by 0.5 0.5 0.5 of a step; self-consistency stop 5e-08 eV per atom in the density residual; occupations fixed; spin none; net charge 0.

Cell vectors (angstrom)
a 11.6015 0 0
b 0 13.3963 0
c 0 0 31.0678

Atoms and the computed forces on them: element, x, y, z (angstrom), force x, y, z (eV/angstrom)
B 11.6532 0.1445 24.9974 -0.0078 0.0032 0.0432
B 3.827 0.0805 25.0097 0.0096 0.0091 0.031
B 7.7568 -0.0051 24.9597 -0.0305 0.0163 0.0377
B 1.9205 3.3133 25.0051 -0.0274 0.0523 0.011
Si 5.7139 3.2544 24.4535 0.0493 -0.0162 -0.041
Si 9.7581 3.3754 24.5025 -0.0295 0.0083 -0.0409
B 11.6775 6.6507 24.9077 0.032 0.0616 -0.0041
Si 3.8603 6.7217 24.3872 0.0464 0.0448 -0.029
Si 7.7615 6.8563 24.1892 -0.0759 0.0045 -0.0214
Si 2.082 10.2124 24.4468 -0.0167 0.0085 -0.031
B 5.8065 10.2654 24.9688 0.0041 -0.0132 0.0065
Si 9.6772 10.1659 24.3311 0.0444 -0.0069 -0.03
Si 11.7701 2.207 25.1479 0.0837 -0.0713 0.0065
Si 3.6883 2.1731 25.1676 -0.0759 -0.0796 -0.0182
Si 7.7446 2.0609 25.1038 -0.0176 0.0116 -0.0038
Si 1.8215 5.4722 25.0916 -0.0598 -0.0461 0.0284
Si 5.8624 5.5794 25.0751 -0.0004 0.0542 -0.0271
Si 9.8186 5.7562 25.0816 0.0258 -0.0452 -0.0305
Si 11.6819 8.7784 24.9765 0.0138 0.0098 0.0275
Si 4.0745 9.1096 25.1638 0.0613 -0.1021 -0.0667
Si 7.5859 9.1791 25.0557 -0.0875 -0.0744 -0.0085
Si 1.9217 12.5367 25.1626 -0.0116 0.0031 -0.0324
Si 5.7913 12.38 25.0985 0.0012 0.0342 0.0197
Si 9.7328 12.5245 25.0944 0.0243 -0.0032 -0.0466
Si 11.6096 2.225 27.5555 0.0086 0.0479 -0.0441
Si 3.8565 2.2198 27.5657 -0.0125 0.0458 -0.038
Si 7.7344 2.218 27.5016 0.0035 0.0132 -0.0201
Si 1.932 5.5665 27.51 -0.0096 0.0399 -0.0451
Si 5.824 5.5997 27.4643 0.0198 0.0073 0.0045
Si 9.6729 5.619 27.4858 -0.0013 0.0313 -0.0314
Si 11.6243 8.9182 27.4158 0.007 0.0224 -0.0232
Si 3.8926 8.929 27.5308 0.0196 0.0289 -0.0263
Si 7.7372 8.9432 27.4617 -0.0154 0.0275 -0.0313
Si 1.9379 12.3012 27.5542 -0.0052 0.0141 -0.0324
Si 5.8089 12.2669 27.527 -0.003 0.0593 -0.0401
Si 9.6748 12.2825 27.4997 0.0128 0.0285 -0.036
Si 1.929 1.119 28.3481 0.0048 -0.0108 -0.02
Si 5.807 1.1063 28.3098 0.039 -0.0089 0.0046
Si 9.6649 1.1046 28.3091 -0.0363 0.008 0.0172
Si 11.5928 4.4757 28.3003 -0.0007 -0.0019 0.0265
Si 3.8864 4.4769 28.2889 0.0247 -0.0052 0.007
Si 7.7433 4.4714 28.2789 -0.0125 -0.0117 0.0055
Si 1.9371 7.8119 28.2817 -0.0315 -0.0005 0.0082
Si 5.8248 7.8206 28.3038 0.0129 -0.0196 -0.0033
Si 9.684 7.8436 28.2804 0.0204 -0.0073 0.002
Si 11.6041 11.1447 28.2776 -0.0005 -0.016 0.0199
Si 3.8726 11.1589 28.3112 -0.0025 -0.0124 0.0097
Si 7.7448 11.1592 28.2976 0.0056 -0.0242 0.0096
Si 1.9336 1.1164 30.6729 0.0095 0.0286 0.3889
Si 5.8008 1.1164 30.6729 -0.0197 -0.0152 0.0694
Si 9.6679 1.1164 30.6729 0.0076 0.0175 0.061
Si 0 4.4654 30.6729 -0.0414 0.0338 -0.0592
Si 3.8672 4.4654 30.6729 0.0323 0.0464 -0.0862
Si 7.7343 4.4654 30.6729 0.0471 -0.0032 -0.1827
Si 1.9336 7.8145 30.6729 0.0079 0.01 -0.1331
Si 5.8008 7.8145 30.6729 0.0667 -0.0334 -0.033
Si 9.6679 7.8145 30.6729 0.0002 0.0666 -0.1516
Si 0 11.1635 30.6729 -0.0126 -0.0556 -0.1724
Si 3.8672 11.1635 30.6729 -0.002 0.0698 0.0414
Si 7.7343 11.1635 30.6729 0.0495 -0.0117 -0.1348
Si 0 0 0.3944 -0.0347 -0.1068 0.187
Si 3.8672 0 0.3944 -0.0072 -0.0623 -0.0348
Si 7.7343 0 0.3944 0.0339 -0.0627 0.1343
Si 1.9336 3.3491 0.3944 -0.027 -0.0708 0.124
Si 5.8008 3.3491 0.3944 0.0114 -0.0041 -0.0351
Si 9.6679 3.3491 0.3944 -0.012 0.004 0.0373
Si 0 6.6981 0.3944 -0.052 -0.1239 -0.1876
Si 3.8672 6.6981 0.3944 0.0248 0.03 -0.0291
Si 7.7343 6.6981 0.3944 -0.0048 0.0395 -0.1733
Si 1.9336 10.0472 0.3944 0.0172 0.0146 0.0461
Si 5.8008 10.0472 0.3944 0.0804 0.0288 -0.0167
Si 9.6679 10.0472 0.3944 -0.1624 0.1507 0.0856
Si 11.5799 -0.0322 2.7908 -0.0313 0.0121 0.0054
Si 3.8639 -0.0161 2.7519 0.0014 0.0022 0.0053
Si 7.7429 -0.0057 2.7827 0.039 -0.0184 -0.0156
Si 1.9266 3.3449 2.7818 -0.0091 0.0061 0.0108
Si 5.7926 3.3419 2.7617 -0.0251 0.0149 -0.0199
Si 9.6675 3.3365 2.7676 0.0291 0.02 -0.0098
Si 11.5869 6.6837 2.7421 0.0257 0.0046 -0.0062
Si 3.8653 6.7098 2.7614 -0.039 0.0119 0.0015
Si 7.7339 6.6996 2.7416 0.008 0.0128 -0.003
Si 1.9303 10.0609 2.7716 0.0006 0.0092 0.0033
Si 5.8075 10.0543 2.7635 -0.0176 0.0125 -0.0306
Si 9.6334 10.0784 2.7733 0.0047 0.0173 -0.0179
Si 11.59 2.1976 3.5634 -0.0084 -0.017 0.0026
Si 3.8678 2.2035 3.5452 0.0074 -0.0011 0.0188
Si 7.7271 2.2327 3.5419 -0.0062 -0.0435 0.0555
Si 1.9284 5.5951 3.5461 0.0098 -0.001 0.0049
Si 5.8071 5.5887 3.5184 0.0171 -0.0475 0.0485
Si 9.6479 5.5792 3.5462 -0.016 -0.0539 0.0573
Si 11.5637 8.925 3.4471 -0.034 -0.0215 0.0087
Si 3.8779 8.9511 3.5392 0.0174 -0.0452 0.0255
Si 7.7235 8.9161 3.5724 0.01 -0.0295 0.0474
Si 1.9404 12.2844 3.5944 0.0181 -0.0274 0.033
Si 5.7992 12.2866 3.5664 -0.007 -0.0323 0.0577
Si 9.6445 12.2879 3.6975 -0.0064 -0.0114 0.0245
Si 11.416 2.0481 5.9479 -0.0429 -0.0346 0.0564
Si 4.0416 2.0917 5.9266 0.0597 -0.0422 0.0314
Si 7.6911 2.226 5.9774 -0.0109 0.0798 -0.0012
Si 1.9295 5.5659 5.9077 0.0117 -0.0399 0.0456
Si 5.9557 5.6538 5.922 0.0585 0.0745 0.0277
Si 9.4547 5.5769 5.9696 -0.0715 0.0301 -0.0425
Si 11.2914 8.7389 5.764 -0.0717 -0.0346 0.0815
Si 4.0803 9.0073 5.939 0.0755 -0.059 0.0001
Si 7.6995 8.7345 6.0109 0.005 0.0634 0.0014
Si 2.107 12.0617 5.9928 0.0762 0.0635 0.059
Si 5.6879 12.3492 5.9966 -0.0627 0.09 -0.0135
Si 9.5979 12.4271 6.1802 -0.0232 -0.0006 -0.04
Si 1.977 1.011 6.7921 0.0114 0.0308 0.0189
B 5.857 1.0865 6.1029 -0.0548 -0.0462 -0.0166
B 9.5335 1.1386 6.1719 0.0478 -0.0601 -0.0234
Si 11.5146 4.3781 6.5801 0.0511 0.0284 0.0332
Si 3.9666 4.4222 6.542 -0.0413 0.0172 0.0258
B 7.6886 4.4429 6.0756 -0.0079 -0.0261 -0.0047
Si 1.8778 7.9188 6.5331 0.0015 0.0365 0.0144
B 5.864 7.7775 6.0848 -0.0487 -0.0285 -0.0243
B 9.4909 7.6667 6.0615 0.0567 -0.0151 -0.0265
Si 11.6005 10.9791 6.6374 -0.0551 0.0077 0.0499
B 3.9719 11.1326 6.106 0.033 -0.0106 -0.0071
Si 7.5831 11.0879 6.8628 -0.0145 -0.0105 0.0707
O 0.0639 4.2238 8.2257 -0.0159 -0.0089 -0.0061
O 7.2409 10.9517 8.5245 0.0269 -0.0095 -0.0212
O 2.031 1.2604 8.4715 -0.0127 -0.0109 -0.0036
O 1.7107 8.2386 8.1765 -0.0025 0.0043 -0.0084
O 3.939 4.3693 8.1971 0.0044 -0.0105 -0.0216
O 0.2389 10.5913 8.2676 0.0188 -0.0147 -0.0237
O 9.8558 3.3879 22.8372 -0.0203 0.0203 0.0318
O 3.7988 6.6825 22.7132 0.0064 -0.0021 -0.003
O 5.5017 3.2004 22.7946 0.0225 0.0235 0.0235
O 7.6897 6.8291 22.4912 0.0262 0.0064 0.0075
O 2.454 10.3879 22.818 -0.0201 0.0101 0.022
O 9.5536 10.198 22.6579 -0.0005 -0.0007 -0.013
Si 11.3619 11.6552 12.8077 0.0008 0.0015 -0.0051
Si 9.5327 12.3247 19.1027 -0.0022 0.0014 0.0011
Si 3.6456 4.4002 9.7689 0.0026 0.0031 0.0131
Si 5.9981 12.5233 14.9039 0.0007 0.0009 -0.0018
Si 6.5481 4.3518 13.8681 0.0033 -0.002 -0.0034
Si 11.5256 8.6073 13.2306 -0.0011 -0.0017 -0.0059
Si 0.3736 10.7169 19.6368 -0.0001 -0.0001 0.0059
Si 10.9298 1.9252 11.2897 -0.0044 0.0045 -0.0071
Si 10.5339 2.0554 19.231 0.002 -0.0021 0.0044
Si 9.271 4.0278 21.4694 0.0036 0.0105 -0.0075
Si 4.6498 12.0675 19.6372 0.0012 0.0024 0.0036
Si 1.4199 0.9806 16.2648 -0.0002 0.0061 -0.0008
Si 10.3624 4.2727 16.8237 -0.0007 -0.0022 -0.001
Si 1.9167 0.6684 10.0003 0.0008 -0.0093 -0.0045
Si 7.7189 5.7594 18.1005 0.0007 0.0035 0.0065
Si 2.3731 4.5495 13.687 -0.0014 0.0004 -0.0032
Si 7.3521 10.8726 10.1537 -0.0014 -0.0031 0.0178
Si 5.7348 3.5891 17.0226 -0.0003 -0.0064 0.0041
Si 4.3494 6.5146 21.1967 -0.003 0.0015 0.002
Si 4.7005 9.1459 19.816 0.0023 -0.0042 0.0036
Si 3.4484 12.0087 16.722 -0.0006 0.0002 0.0013
Si 10.7388 7.2629 10.6394 -0.0012 -0.0011 -0.0095
Si 11.5295 2.8665 14.2692 -0.0028 -0.0005 -0.0049
Si 5.1673 6.318 11.6501 0.0003 0.0023 -0.0106
Si 0.2277 6.9698 17.4259 0.0005 -0.0008 0.009
Si 5.1872 8.5508 14.4484 -0.0028 0.0018 0.0014
Si 1.3839 9.745 16.9614 0.0016 -0.0034 -0.0005
Si 7.7929 6.9919 14.0141 0.0036 -0.0039 -0.0017
Si 1.885 2.4723 18.922 -0.0015 0.0009 0.0067
Si 6.5219 1.3827 13.2344 0.0016 0.0002 -0.0006
Si 5.5467 7.7608 17.1145 0.0019 0.0035 0.0018
Si 7.9225 7.8521 11.1604 0.005 -0.0057 -0.0091
Si 8.6155 11.3823 16.2881 -0.003 -0.0011 0.0029
Si 4.9938 1.6699 19.1621 0.0008 -0.0037 0.0003
Si 2.2588 11.3089 10.9352 0.0015 -0.0009 -0.008
Si 8.8644 13.2693 11.6071 0.0033 0.0046 -0.0029
Si 2.0009 5.6798 19.1232 -0.0058 0.0018 0.0064
Si 6.0319 3.7745 21.3712 -0.0007 0.0093 -0.0062
Si 9.5506 9.9023 21.0632 0.0024 -0.0051 -0.004
Si 8.552 6.8137 21.07 -0.0016 -0.0013 0.0025
Si 9.774 8.4091 15.8831 -0.0025 -0.0039 0.005
Si 11.382 12.0648 15.7021 0.0024 0.0026 -0.0011
Si 5.087 10.9831 12.3685 -0.0052 0.0017 -0.0018
Si 3.592 5.3642 16.5565 -0.0012 -0.0006 0.0006
Si 0.4208 4.4696 9.7773 -0.0022 0.0037 0.0012
Si 2.8688 7.5373 13.13 -0.0011 0.0043 -0.0054
Si 2.7232 10.8576 21.3072 0.0005 0.007 -0.0164
Si 0.8996 9.3311 9.0855 0.0001 -0.0146 0.0027
Si 3.8789 2.3463 11.8152 0.0004 -0.0024 -0.0066
O 2.4476 12.5164 9.8468 -0.0003 0.0008 0.0163
O 5.6244 8.9499 15.9781 -0.0101 -0.0209 -0.0017
O 3.6288 8.0362 14.4935 0.0313 0.0087 0.0084
O 0.9495 11.8056 11.7392 -0.0003 -0.0214 0.0059
O 7.6116 0.4333 12.4825 -0.001 0.0066 -0.001
O 5.6523 2.0622 17.6759 0.0072 0.0044 0.0267
O 3.8374 12.051 21.075 -0.0006 -0.0245 -0.0239
O 4.1406 7.5491 12.0771 0.0092 0.0043 -0.0037
O 8.6459 7.3919 15.3116 0.0003 0.0115 -0.0081
O 9.7848 12.1856 15.5052 0.0066 -0.0153 0.0226
O 6.2029 7.3252 14.105 0.0055 0.004 -0.0066
O 1.9878 9.9042 10.1619 -0.0195 0.0208 -0.0015
O 5.5031 12.1824 13.3823 -0.0057 -0.0141 0.0074
O 9.6939 0.5947 19.2607 0.0094 0.0011 0.0011
O 11.1525 3.4098 10.6593 0.0126 -0.0129 0.0008
O 8.8663 8.4147 20.7893 -0.001 0.0031 0.0142
O 10.4258 3.4912 15.3443 0.0246 0.0041 0.0012
O 5.3262 5.2156 21.0432 -0.0004 -0.0037 0.0085
O 4.7234 8.4505 18.3403 0.011 0.0003 -0.0027
O 5.4992 10.6156 19.6766 -0.0295 0.0015 -0.0036
O 10.4037 7.805 17.2787 0.0057 -0.0019 -0.0283
O 10.9523 10.0772 12.8187 0.0184 0.0081 0.0092
O 5.1841 7.894 20.7858 -0.0169 -0.0219 0.0095
O 8.978 11.3126 20.331 0.02 -0.0134 -0.0067
O 0.1361 10.5842 16.303 0.017 0.0109 -0.0038
O 7.0077 7.1212 17.4872 -0.0166 -0.009 -0.0031
O 2.7108 10.5611 16.4014 -0.0042 0.0163 0.0172
O 5.663 2.667 20.2479 -0.0064 0.004 -0.0036
O 7.9329 6.2139 19.6608 -0.0012 0.0032 -0.0114
O 1.275 9.9143 18.5683 -0.0108 0.0223 -0.0044
O 2.7029 13.363 16.1582 -0.005 -0.0043 0.0164
O 8.5561 11.9749 17.8234 0.0233 -0.0035 -0.0064
O 5.4381 0.1072 19.5097 -0.0212 0.0139 -0.0045
O 5.0782 1.4775 12.4746 0.0007 0.0193 0.0029
O 2.4763 5.9143 17.5766 0.0055 -0.0107 0.0002
O 10.9634 8.3775 14.7437 -0.0047 -0.0079 -0.0015
O 6.6919 4.4893 17.9903 -0.014 0.005 -0.016
O 10.9129 2.1276 12.9342 0.0082 0.0111 -0.0041
O 3.2383 9.5574 20.4323 0.0042 0.031 0.0099
O 5.4851 5.1129 12.7958 0.0239 0.0072 -0.0029
O 8.3323 7.8569 12.7452 -0.0082 -0.0113 -0.0131
O 5.9334 11.0444 10.9705 0.0139 0.0009 0.0131
O 1.8093 4.0645 19.3438 0.0145 0.0001 -0.0117
O 1.7176 2.1785 17.3215 0.0107 -0.0134 0.0108
O 8.3341 12.1145 10.5775 -0.0168 -0.0052 0.0118
O 5.4011 9.6837 13.3083 -0.0132 -0.016 0.0038
O 2.3391 6.0061 12.9657 0.0012 0.0023 0.0094
O 10.5025 2.9657 17.8415 -0.0074 0.006 0.0087
O 7.8408 5.3566 13.9176 -0.0246 0.0027 0.0004
O 4.3626 5.7149 10.3779 -0.0013 -0.0186 0.006
O 11.5326 5.4567 16.7544 -0.0103 0.0131 0.012
O 0.4063 0.9151 10.5781 0.0011 0.0148 -0.0082
O 0.2145 13.332 16.6427 0.0044 -0.0096 -0.0267
O 6.3159 0.7382 14.7474 0.0043 -0.0041 -0.0202
O 9.7051 5.6334 21.3581 -0.0207 -0.0241 0.005
O 4.878 12.0881 15.9846 -0.0079 -0.002 -0.0054
O 0.8145 4.1346 13.773 0.0103 -0.0268 0.0141
O 2.8065 1.3051 11.2041 0.0163 0.0083 0.009
O 3.345 1.8198 19.3212 0.0097 0.0092 -0.0053
O 7.2872 11.6775 15.4167 0.006 0.0065 0.0044
O 1.344 11.4679 20.6951 0.0092 -0.0308 -0.0078
O 1.5694 8.5388 13.0621 -0.0211 -0.0099 0.0015
O 9.5038 1.2068 10.8898 0.0065 -0.013 0.0269
O 9.1307 7.0873 10.3546 0.007 0.0189 0.0278
O 0.533 1.7843 19.5949 -0.0185 0.0195 -0.0197
O 3.2003 3.3638 12.9185 -0.0066 -0.0022 -0.0124
O 6.0413 3.9256 15.4145 0.0033 0.0104 0.013
O 11.0541 9.6718 20.4741 -0.0145 0.0386 -0.0017
O 3.0138 4.8594 15.1451 -0.0014 -0.0016 0.0022
O 4.4106 3.1618 10.5094 -0.0218 0.0088 0.0176
O 0.9692 1.7669 14.9126 -0.0152 0.0054 0.0045
O 3.52 11.0931 11.9448 0.0057 0.0054 -0.0061
O 7.8745 9.3777 10.585 -0.0071 0.0017 0.0024
O 3.6305 12.0475 18.3472 0.0133 -0.008 -0.0053
O 11.5608 5.9688 10.1603 -0.0058 -0.0061 0.0072
O 9.8568 3.0647 20.3066 -0.0037 -0.0046 -0.002
O 10.0463 12.553 12.484 0.0076 0.0015 -0.0079
O 4.7253 6.5125 16.4598 -0.0077 0.002 0.0129
O 0.4281 12.1603 14.2129 -0.0231 -0.008 0.013
O 0.6236 6.5999 19.0078 -0.0018 -0.0047 -0.0124
O 2.0291 4.3275 10.0651 0.0062 0.0017 -0.0131
O 11.0632 11.8142 18.8587 -0.0114 -0.0181 0.023
O 4.1986 4.0535 17.2896 0.0121 0.0207 -0.01
O 1.2797 8.1105 16.7366 -0.006 0.0043 0.0107
O 7.0695 2.9251 13.2752 -0.0145 -0.0041 0.0085
O 11.2713 8.5804 9.8454 0.0158 -0.015 0.01
O 3.0443 6.2816 20.2148 0.0097 -0.0065 -0.0041
O 8.9817 9.791 16.2408 -0.0034 0.0135 0.0019
O 9.0333 5.1489 17.3001 0.0119 -0.0121 0.0068
O 7.6437 3.9465 21.443 0.0023 -0.0068 0.0048
O 10.9703 7.4509 12.2396 -0.004 0.0214 -0.0104
O 6.5301 7.0027 11.0377 0.0031 0.007 0.0237

Results
free energy: -160827.833 eV
free energy less fixed offsets of B -155.45, O -569.03, Si -635.61 eV per atom: 7.457 eV

The program warned: the cutoff lies below the one the program advises for these potential files; the forces do not sum to zero within the program's tolerance; the exchange-correlation potential is rough where the density is thin.
